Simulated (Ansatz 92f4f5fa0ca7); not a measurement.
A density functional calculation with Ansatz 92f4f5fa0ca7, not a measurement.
Periodic cell of 288 atoms, Si194O94, from a study of silicon, its oxide and their interface. The atomic structure is a simulated model.
Doubt: the cutoff is far below the 930 eV that the study's wrapper takes by default for these files, so forces and energies are approximate.
This geometry differs little from another in the collection (a relaxation step or a small displacement).

Settings: functional PBE; potential files Ansatz PAW; basis plane waves; wave-function cutoff 580 eV; density cutoff ratio 5; exchange-correlation grid ratio 1; k mesh 1 x 1 x 1, Gamma-centred; self-consistency stop 5e-08 eV per atom in the density residual; occupations fixed; spin none; net charge 0.

Cell vectors (angstrom)
a	11.6015	0	0
b	0	10.938	0
c	0	0	41.0286

Atoms and the computed forces on them: element, x, y, z (angstrom), force x, y, z (eV/angstrom)
Si	0	0	0.9665	0.0049	0.0048	0.0073
Si	3.8672	0	0.9665	-0.0018	0.0211	0.0104
Si	7.7343	0	0.9665	-0.005	0.0572	0.0015
Si	1.9336	1.3673	0.9665	-0.0036	-0.0311	0.0009
Si	5.8008	1.3673	0.9665	-0.0088	-0.0363	-0.0114
Si	9.6679	1.3673	0.9665	0.013	-0.0688	-0.0145
Si	0	5.469	0.9665	0.0037	0.0536	0.0147
Si	3.8672	5.469	0.9665	-0.009	0.0285	0.0039
Si	7.7343	5.469	0.9665	0.006	0.042	0.0058
Si	1.9336	6.8362	0.9665	0.0016	-0.014	-0.0006
Si	5.8008	6.8362	0.9665	-0.0014	-0.0589	-0.0053
Si	9.6679	6.8362	0.9665	-0.0001	-0.0242	-0.0112
Si	1.9336	2.7345	40.0615	0.0016	-0.003	0.038
Si	5.8008	2.7345	40.0615	0.005	0.0505	-0.0085
Si	9.6679	2.7345	40.0615	-0.0137	0.0844	-0.0123
Si	0	4.1018	40.0615	-0.0005	-0.0357	0.0029
Si	3.8672	4.1018	40.0615	-0.0114	-0.0299	-0.0125
Si	7.7343	4.1018	40.0615	0.0024	-0.0316	-0.0039
Si	1.9336	8.2035	40.0615	-0.0042	-0.0115	0.041
Si	5.8008	8.2035	40.0615	0.0002	0.0733	-0.0124
Si	9.6679	8.2035	40.0615	-0.0065	0.0488	-0.0121
Si	0	9.5708	40.0615	0.0041	-0.0103	-0.0003
Si	3.8672	9.5708	40.0615	-0.0163	-0.0109	0.0035
Si	7.7343	9.5708	40.0615	-0.0026	-0.0778	-0.0283
Si	0	0	4.8337	0.0301	0.0911	-0.2447
Si	3.8672	0	4.8337	-0.0069	0.1053	-0.0636
Si	7.7343	0	4.8337	-0.0043	0.1027	-0.0215
Si	1.9336	1.3673	4.8337	0.0057	0.0374	0.1688
Si	5.8008	1.3673	4.8337	0.0323	0.0096	-0.0101
Si	9.6679	1.3673	4.8337	-0.0119	0.0676	0.197
Si	0	5.469	4.8337	0.0168	0.0688	0.2284
Si	3.8672	5.469	4.8337	0.0184	0.1096	-0.0665
Si	7.7343	5.469	4.8337	-0.0136	0.1369	0.1026
Si	1.9336	6.8362	4.8337	-0.0035	0.0485	-0.0183
Si	5.8008	6.8362	4.8337	0.0252	0.0655	0.0935
Si	9.6679	6.8362	4.8337	-0.005	0.0069	-0.1967
Si	1.9336	2.7345	2.9001	-0.002	0.0485	0.0307
Si	5.8008	2.7345	2.9001	0.0013	0.0278	0.0073
Si	9.6679	2.7345	2.9001	0.0075	0.0618	0.0148
Si	0	4.1018	2.9001	0.0038	-0.0704	0.0142
Si	3.8672	4.1018	2.9001	0.0046	-0.0112	-0.0222
Si	7.7343	4.1018	2.9001	-0.001	-0.0587	0.0164
Si	1.9336	8.2035	2.9001	0.0019	0.0241	0.0062
Si	5.8008	8.2035	2.9001	-0.0087	0.0638	0.0128
Si	9.6679	8.2035	2.9001	0.0123	0.0074	-0.019
Si	0	9.5708	2.9001	-0.0061	0.0051	-0.0309
Si	3.8672	9.5708	2.9001	0.0063	-0.0238	-0.0115
Si	7.7343	9.5708	2.9001	0.0085	-0.0572	-0.0038
Si	0.0493	-0.2762	30.5419	0.0133	-0.0087	0.0114
Si	3.7635	-0.1566	30.4535	-0.0154	0.0155	-0.0062
Si	8.1072	0.114	29.4349	-0.0095	-0.0055	-0.0057
Si	1.862	1.1794	30.577	-0.0093	0.0067	-0.0018
Si	5.4343	1.4747	30.2342	-0.0004	0.0131	-0.0112
Si	10.0249	1.3191	30.1115	0.0019	-0.0007	-0.0053
Si	0.272	4.9407	30.3632	-0.011	-0.0014	-0.0046
Si	3.7159	5.6222	30.427	-0.0037	-0.0058	0.0013
Si	7.0474	5.7072	29.6953	0.0048	-0.0016	-0.0011
Si	1.7028	6.7458	30.6426	0.006	0.0066	-0.0068
Si	5.3838	7.2358	30.1852	-0.0024	0.001	0.0018
Si	9.7412	6.7247	29.4302	0.0057	-0.0059	0.0013
Si	1.9608	2.6376	32.4223	-0.0151	-0.0199	0.0003
Si	5.7604	2.6856	32.2753	-0.0136	-0.0026	0.0039
Si	9.6387	2.5842	32.1743	0.0023	-0.0055	0.0116
Si	-0.0197	3.888	32.4119	0.0099	0.0049	0.0039
Si	3.8422	4.0921	32.2884	0.0185	0.0106	-0.001
Si	7.7247	4.003	32.3133	-0.0007	0.0094	-0.0096
Si	1.8867	8.1256	32.5178	0.0034	0.0037	0.0001
Si	5.7333	8.2049	32.3081	-0.0024	-0.0019	0.0019
Si	9.6346	8.1205	32.4036	0.0038	-0.0008	0.0046
Si	-0.042	9.4392	32.5087	-0.0067	0.0066	-0.0035
Si	3.7984	9.5214	32.4359	0	-0.0141	0.0034
Si	7.7186	9.4582	32.2901	0.0039	0.0056	-0.0009
Si	-0.0238	0.0111	34.3074	-0.0025	0.0005	-0.0035
Si	3.8588	-0.0204	34.3237	-0.0024	0.0052	0.0005
Si	7.7037	-0.0346	34.198	-0.0006	0.0016	0.0011
Si	1.9395	1.327	34.3496	0.0008	0.0036	-0.008
Si	5.7834	1.3439	34.2376	0.0038	-0.0011	-0.0017
Si	9.6233	1.3294	34.2015	0.0036	0.0018	-0.0101
Si	-0.0176	5.374	34.269	0.0008	0.0005	-0.0095
Si	3.8715	5.413	34.2604	-0.0034	0.0034	-0.0061
Si	7.714	5.3578	34.2678	-0.0023	0.0054	0.0028
Si	1.9223	6.7251	34.3643	0.0042	-0.0056	0.0005
Si	5.8044	6.7723	34.2148	0.0037	-0.0042	-0.0044
Si	9.6409	6.7077	34.2743	-0.003	-0.0018	-0.0038
Si	1.9254	2.738	36.2264	-0.0013	0.0025	-0.0037
Si	5.7916	2.7021	36.1879	0.001	0.0045	-0.0012
Si	9.6417	2.6988	36.1639	-0.0006	0.0051	-0.0032
Si	-0.0273	4.0616	36.2168	-0.0004	-0.0062	0.0004
Si	3.8737	4.0769	36.2049	0.0028	-0.0022	-0.0018
Si	7.7139	4.0593	36.2237	0.0003	-0.0051	-0.0022
Si	1.92	8.1899	36.2147	-0.0017	0.0024	-0.0031
Si	5.8057	8.1616	36.1629	0.0034	0.0044	0
Si	9.6519	8.1722	36.1665	-0.0018	0.0063	0.0004
Si	-0.0225	9.5497	36.2077	-0.0003	-0.0039	-0.0027
Si	3.8763	9.5291	36.218	0.003	-0.0079	-0.0036
Si	7.7216	9.5519	36.1642	0.0008	-0.0059	-0.0031
Si	0	0	38.1279	-0.0525	-0.0392	0.0524
Si	3.8672	0	38.1279	0.039	-0.069	0.0644
Si	7.7343	0	38.1279	-0.002	-0.0751	-0.1672
Si	1.9336	1.3673	38.1279	0.0119	-0.1138	0.1297
Si	5.8008	1.3673	38.1279	-0.0264	-0.171	0.0018
Si	9.6679	1.3673	38.1279	-0.0217	-0.1426	-0.1218
Si	0	5.469	38.1279	-0.0541	-0.0105	-0.0124
Si	3.8672	5.469	38.1279	0.033	0.0037	-0.0349
Si	7.7343	5.469	38.1279	-0.0208	-0.0218	0.059
Si	1.9336	6.8362	38.1279	-0.0184	-0.0779	0.176
Si	5.8008	6.8362	38.1279	0.038	-0.1171	-0.0709
Si	9.6679	6.8362	38.1279	-0.032	-0.0467	-0.0594
Si	1.9451	2.7612	6.7811	0.0003	0.0044	0.0002
Si	5.8187	2.7618	6.7516	0.0001	0.0022	0.0012
Si	9.6655	2.7754	6.7802	-0.0008	0.0032	0.0007
Si	0.0124	4.1263	6.8107	-0.0003	-0.0029	-0.0009
Si	3.8809	4.111	6.7527	-0.0038	0.0009	0.0005
Si	7.7354	4.1373	6.793	0.0009	-0.0047	-0.0021
Si	1.9455	8.2225	6.763	0	0.0038	0.0011
Si	5.8055	8.2336	6.7777	0.0011	0.0044	0.0008
Si	9.6737	8.2327	6.7277	0.0006	0.0071	-0.0006
Si	0.0051	9.5899	6.7429	-0.0023	-0.0059	-0.0002
Si	3.8725	9.6021	6.7722	-0.0005	-0.0038	0.0004
Si	7.7461	9.602	6.7802	-0.0001	-0.0024	0.0007
Si	-0.0092	0.1427	8.5778	0.0018	0.0055	-0.0013
Si	3.8862	0.0888	8.6722	0.0004	0.0029	-0.0029
Si	7.7607	0.0671	8.7055	-0.0005	-0.0028	0.0034
Si	1.943	1.4433	8.7499	-0.0047	0.0013	0.008
Si	5.8342	1.4242	8.6903	0.0015	-0.0027	0.0024
Si	9.6587	1.5036	8.7768	0.0004	-0.0008	0.0037
Si	0.0298	5.4954	8.7747	0.002	-0.0025	0.0044
Si	3.8961	5.471	8.6804	-0.0005	-0.006	0.005
Si	7.7263	5.5371	8.7291	0.0028	0.0013	0.0051
Si	1.9653	6.8399	8.6825	-0.0017	0.003	0.0035
Si	5.7943	6.8816	8.7257	-0.003	-0.0025	0.001
Si	9.692	6.8379	8.6153	-0.0025	-0.0036	-0.0002
Si	1.907	2.7896	10.7377	0.0072	-0.0062	-0.0101
Si	5.8789	2.7563	10.6531	0.007	0.004	-0.0013
Si	9.6556	2.9721	10.7252	-0.0007	-0.001	-0.0027
Si	0.0487	4.2671	10.8363	0.0005	0.0054	-0.0042
Si	3.8842	4.0644	10.5811	-0.0085	0.0066	-0.001
Si	7.6827	4.2978	10.7512	-0.0046	-0.0042	-0.005
Si	1.9397	8.3311	10.511	0.0009	-0.0019	-0.0019
Si	5.7799	8.2484	10.677	0.0009	0.0033	-0.003
Si	9.7127	8.3024	10.4245	-0.0026	0.0004	-0.0032
Si	0.0202	9.6671	10.3977	-0.0019	0.0134	0.0043
Si	3.8869	9.667	10.5763	0.0044	-0.0029	0.0026
Si	7.7508	9.5715	10.5872	-0.0068	0.0062	-0.0054
Si	-0.3217	0.4	13.1389	0.0116	-0.0138	-0.005
Si	3.9877	0.132	12.4783	0.0017	-0.0056	0.0032
Si	7.9323	-0.1263	12.5631	0.0016	0.0097	0.0011
Si	2.3406	1.7364	12.8648	0.0006	0.0075	0.0028
Si	6.0168	1.274	12.5402	0.0093	-0.0014	0.0059
Si	9.4162	1.6907	12.6756	-0.0107	-0.008	-0.007
Si	0.3976	5.4787	12.9651	-0.0017	-0.0048	-0.0015
Si	3.7435	5.5294	12.3965	0.0012	-0.0063	0.0038
Si	7.4244	5.5575	12.855	-0.0053	-0.0039	0.0024
Si	2.0106	7.1167	12.499	0.0056	-0.0002	-0.0042
Si	5.5412	6.9631	12.6844	-0.0163	0.0022	0.0007
Si	9.3649	6.7943	13.2108	0.0085	-0.0027	0.0077
O	-1.0108	5.8501	13.7533	-0.0022	0.0012	-0.0021
O	9.0715	8.0383	14.2354	0.0001	-0.0063	-0.0029
O	8.8283	2.5186	14.0175	0.005	0.0023	-0.0008
O	1.0393	1.1198	13.6937	-0.0029	-0.0045	-0.0052
O	3.961	10.243	13.9031	-0.0008	0.0044	-0.0045
O	5.1093	7.8786	14.0273	-0.0014	0.0034	0.0007
O	0.1321	10.6653	11.7182	-0.0107	0.0089	0.012
O	6.1425	2.1713	13.9396	0.0014	-0.0003	-0.0041
O	2.4266	8.0315	13.8479	-0.0078	-0.0021	-0.0031
O	1.2171	4.5457	14.0742	-0.0007	-0.0013	0.0001
O	7.1865	4.593	14.1916	0.002	0.0045	-0.0027
O	10.7295	10.1389	14.1304	-0.0011	0.0027	-0.0089
O	6.477	4.4107	28.8637	0.0043	-0.0011	0.0008
O	8.1689	10.162	28.0379	0.002	0.0026	0.0032
O	3.8329	4.9323	28.8988	0.002	0.0006	-0.0035
O	1.4982	7.6766	29.2941	0.0003	0.0027	0.0009
O	0.1489	9.9124	29.0376	-0.0042	0.0022	-0.0048
O	10.864	2.1809	28.9318	0.0025	0.0045	-0.0029
O	-1.1567	5.2662	29.6123	-0.0005	0.0078	0.0007
O	6.7942	1.0862	29.3858	0.0125	-0.0053	-0.0004
O	7.7032	5.1311	31.0886	-0.0019	0.0004	-0.0033
O	1.1174	4.0317	29.263	-0.0011	0.0015	0.0013
O	10.5505	7.6448	28.3612	0.0079	0.0004	0.0013
O	3.6481	9.8028	29.1144	0.0067	-0.0034	-0.0022
Si	-0.7862	3.0873	21.6143	-0.0003	0.0012	-0.0021
Si	9.1522	9.674	14.3347	-0.0093	0.0041	0.0011
Si	0.3791	8.4336	28.3943	-0.0056	-0.0048	0.002
Si	4.5599	8.6415	28.3947	-0.0078	-0.0062	-0.0049
Si	-2.7719	10.1533	19.9126	0.0013	0.0018	-0.004
Si	-2.1113	-2.3789	22.4623	0.0016	0.0005	-0.0037
Si	9.3164	5.5329	21.9408	0.002	-0.001	-0.0029
Si	1.1672	2.2182	19.5706	0.0027	-0.0008	0
Si	8.1217	4.3821	24.4364	0.0002	0.0024	-0.0043
Si	7.1739	9.567	26.8634	0.0041	0.0014	-0.0045
Si	10.1311	2.0749	24.5354	0.0031	-0.0002	-0.0043
Si	2.4144	7.9607	26.241	0.0019	0.0002	0.001
Si	5.6285	7.4773	22.554	-0.0005	-0.0016	-0.0085
Si	5.4078	15.4987	25.6194	-0.0018	-0.0025	0.003
Si	2.1484	10.1955	19.8398	-0.0008	-0.0011	0.0006
Si	7.1969	6.13	20.0627	-0.005	-0.0021	0.0023
Si	4.9835	3.8722	28.4462	-0.0007	0.0032	-0.004
Si	13.0195	13.1574	25.7823	-0.0006	0.0013	0.003
Si	0.895	9.0813	22.1605	-0.0021	0	-0.0031
Si	14.2053	-0.4162	24.3176	0.002	-0.0001	-0.0052
Si	0.9158	13.3848	28.8645	0.0079	-0.0065	0.0058
Si	2.5397	5.0838	24.7292	-0.0004	0.001	-0.0027
Si	4.4854	-0.652	21.9901	0.0068	0.006	-0.0021
Si	3.7722	8.7463	14.4667	0.0102	-0.0017	0.0045
Si	8.0879	-0.1571	24.211	-0.0007	-0.0022	-0.0025
Si	6.8147	11.9723	21.6096	-0.0028	-0.0036	-0.0039
Si	3.2946	-2.4991	17.5458	-0.0018	0.0017	0.0014
Si	3.8339	5.7263	16.9614	0.0009	-0.0008	0.0053
Si	2.8614	4.3487	14.2243	0.0068	0.0087	-0.0097
Si	7.6908	9.9191	17.036	0.0014	-0.0014	0.0024
Si	-1.6108	1.7501	19.1634	0.0008	-0.0012	0.0046
Si	5.9657	3.2603	19.9783	-0.0006	0.0022	0.0011
Si	2.6594	-4.5861	22.0909	-0.0015	0.0016	-0.0035
Si	7.3723	3.0256	14.596	-0.0066	-0.0043	0.0032
Si	7.0796	6.8673	25.4092	0.0029	0.0006	-0.0004
Si	7.2688	12.8554	17.5118	0.0015	0.0048	0.0017
Si	3.2835	4.3698	19.679	-0.0004	-0.0008	0.0003
Si	5.9872	7.5768	17.6228	-0.0007	-0.0016	0.0003
O	5.5327	-1.8788	22.2001	-0.0055	0.0005	0.0033
O	8.7564	5.8271	20.4354	-0.0042	0.0003	-0.0029
O	5.3232	6.3927	16.6892	-0.0019	0.0001	-0.0036
O	-0.8615	4.7171	21.8339	0.0008	-0.002	-0.0012
O	6.3824	7.3121	23.9904	-0.0001	0	-0.0014
O	6.8299	2.6051	21.1995	0	-0.0007	0.0006
O	-1.0991	2.274	22.9718	0.001	0.0006	0.0002
O	8.3175	4.579	22.8261	-0.0002	-0.0008	0.0003
O	3.374	9.8747	20.8758	-0.0003	0.0017	-0.0021
O	2.0502	3.4851	19.1119	0.0015	-0.0003	-0.0022
O	7.0436	7.0683	18.7474	0.0027	-0.0045	0.0025
O	8.8005	10.099	15.8649	-0.0003	0.0002	0.0044
O	4.3913	3.4138	20.4165	0.0009	0.0009	-0.0025
O	3.3746	4.7835	15.7202	0.0004	-0.0016	0.004
O	-0.5844	8.9334	22.7706	0.003	-0.0019	-0.001
O	15.7396	15.7361	24.6576	0.0001	0.0002	0.0008
O	0.6707	13.4925	21.1034	0.0008	-0.0008	-0.0019
O	7.6271	8.0914	26.3195	-0.0008	-0.0011	-0.0018
O	0.8219	-1.2668	20.6346	0.0021	-0.0008	0.0014
O	2.3128	-1.5611	18.4325	-0.0001	-0.0003	-0.0007
O	9.1797	3.3047	25.0312	0.0002	-0.0008	0.0006
O	8.8029	1.9602	18.0869	-0.0024	-0.0005	-0.0042
O	3.9693	-0.1892	23.4647	0.0011	-0.0003	-0.0043
O	5.6919	9.4452	27.5209	0.0041	0.0016	0.0003
O	1.4892	10.1956	23.1861	0.0007	-0.0004	0.0018
O	9.1341	-2.0307	20.9048	0.0005	0.0021	-0.0022
O	13.2772	-3.2885	22.0729	0.0033	0.0009	0
O	2.2629	0.9645	25.1338	0.0008	-0.0005	-0.0005
O	7.156	10.5182	25.5298	0.0023	0.0002	-0.0027
O	3.5893	9.0246	16.0563	-0.002	-0.0007	0.0017
O	-0.1317	2.1235	18.5708	-0.0015	0.0003	-0.0021
O	6.5248	4.7315	19.6666	0.0016	0.0064	0.0046
O	5.9344	6.0028	26.2186	0.0003	-0.0006	-0.0018
O	-4.2994	11.7392	23.1454	-0.0008	-0.0005	-0.0025
O	7.2668	2.8934	16.2094	-0.0012	-0.0032	0.0016
O	2.7721	-5.3436	20.6429	0.0005	0.0007	0
O	8.3796	9.5808	18.4677	0.0013	0.003	0.0047
O	4.949	3.6	26.8488	0.0019	0.0006	-0.0034
O	7.6761	0.1469	20.5652	0.004	0.0006	0.0007
O	6.4917	6.7769	21.3762	0.0018	0.0001	-0.0041
O	8.3295	5.8375	25.1635	-0.0005	0.0002	0
O	4.1333	6.8456	22.5868	0.0091	0	-0.0028
O	-3.0809	-1.5644	23.492	0.0008	-0.0002	-0.0007
O	3.613	7.822	27.3446	0.0006	0.0016	0.0003
O	5.2668	11.5558	21.3839	0.0037	-0.007	0.0016
O	-1.8926	2.7032	20.4658	0.0025	-0.0025	-0.0039
O	11.4526	2.0268	25.4456	-0.001	0.0009	-0.0004
O	-2.1949	17.8975	22.7077	0.001	-0.0001	0.0002
O	4.0079	4.9026	18.3349	0.0005	-0.0011	-0.0022
O	4.7211	8.3278	18.3648	-0.0009	-0.0008	0.0002
O	13.1666	2.1512	27.4023	0.0011	0.0005	-0.0097
O	6.7416	8.6513	16.6571	0.0009	0.0019	-0.0047
O	18.1981	3.8672	24.7396	0.0001	0.0005	-0.0014
O	2.8186	-1.7627	25.2226	0.0004	0.0037	-0.0023
O	2.0558	-5.6382	23.1859	0.0008	0.0008	0.0002
O	13.4429	3.7267	25.3024	0.0007	0.001	-0.0004
O	6.8607	11.3221	17.1142	0	0.0007	-0.0026
O	0.9886	8.4502	26.8877	0.0028	-0.0001	-0.0045
O	2.0436	0.8486	19.5211	-0.0015	0.0004	-0.004
O	-1.4911	11.129	19.6572	-0.0075	-0.0009	-0.0039
O	2.227	6.4747	25.5604	0.0002	-0.0017	-0.0019
O	6.1642	2.3922	18.6069	0.0011	0.0002	-0.0028
O	9.411	0.633	24.7223	0.0012	-0.0007	-0.0001
O	2.7296	6.9162	17.2699	-0.0002	-0.0002	-0.0029
O	-3.7235	-0.8485	30.7505	0.0026	0.001	0.0025
O	-1.8628	7.4469	30.8901	0.0024	-0.0046	-0.011
O	9.9287	7.3631	11.7828	0.0019	-0.0075	0.0006
O	14.6964	2.7441	13.9546	-0.004	-0.0073	-0.0015
O	4.6346	2.4872	29.2085	-0.0005	-0.0113	0.007
O	8.2463	6.4512	28.8551	0.0002	-0.0017	-0.0011

Results
free energy: -176784.817 eV
free energy less fixed offsets of O -568.88, Si -635.61 eV per atom: -1.757 eV

The program warned: the cutoff lies below the one the program advises for these potential files; the exchange-correlation potential is rough where the density is thin.
